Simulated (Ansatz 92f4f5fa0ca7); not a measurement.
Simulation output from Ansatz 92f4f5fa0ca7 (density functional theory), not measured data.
Periodic cell of 223 atoms, Si132O90As1, from a study of silicon, its oxide and their interface. The atomic structure is a simulated model.
Doubt: the cutoff is far below the 930 eV that the study's wrapper takes by default for these files, so forces and energies are approximate.

Settings: functional PBE; potential files Ansatz PAW; basis plane waves; wave-function cutoff 580 eV; density cutoff ratio 5; exchange-correlation grid ratio 1; k mesh 1 x 1 x 1, Gamma-centred; self-consistency stop 5e-08 eV per atom in the density residual; occupations fixed; spin none; net charge +1 e, with a uniform compensating background and no finite-size correction.

Cell vectors (angstrom)
a	10.938	0	0
b	0	10.938	0
c	0	0	32.1988

Atoms and the computed forces on them: element, x, y, z (angstrom), force x, y, z (eV/angstrom)
Si	10.5927	0.2265	24.8629	0.0381	-0.0553	-0.1726
Si	5.7429	10.6746	24.7418	-0.0322	0.0456	-0.2185
Si	2.4842	2.9157	24.6425	0.0349	-0.0398	-0.2105
Si	8.4341	2.46	24.8257	-0.0489	0.0467	-0.2213
Si	0.2811	5.1631	24.758	-0.0316	0.0323	-0.2193
Si	5.1583	5.747	24.6938	0.0256	-0.0309	-0.2066
Si	2.9396	8.0039	24.5963	-0.0345	0.0238	-0.2047
Si	7.9416	8.4352	24.733	0.0506	-0.0454	-0.2011
Si	1.3331	1.3822	26.0376	0.001	0.0161	0.0136
Si	6.849	1.3085	26.1157	0.0151	-0.015	0.0584
Si	4.0484	4.1038	25.9902	-0.0083	0.0071	0.0358
Si	9.6117	4.0568	26.0856	0.0035	0.0041	0.0269
Si	1.4022	6.8249	26.0002	0.0129	0.0135	0.0402
Si	6.7719	6.8522	26.0272	0.0017	0.0091	0.015
Si	4.1062	9.5329	25.9973	-0.0048	-0.0029	0.0191
Si	9.4714	9.5684	26.1425	-0.028	0.0092	0.0502
Si	2.7327	-0.0075	27.3459	-0.0054	-0.0047	-0.0718
Si	8.1636	-0.0221	27.5548	-0.0182	-0.0163	0.0989
Si	0.0158	2.7177	27.4885	0.0063	0.0066	0.0776
Si	5.4448	2.7434	27.3659	-0.0046	-0.0072	-0.0671
Si	2.7338	5.4665	27.4315	0.0005	0.008	0.0189
Si	8.1889	5.4717	27.3551	0.0017	-0.0133	-0.0684
Si	-0.0018	8.1827	27.374	-0.0019	-0.0153	-0.0655
Si	5.4442	8.1998	27.4477	-0.0182	-0.0176	0.0458
Si	4.0817	1.3659	28.7377	0.0239	0.0021	0.0679
Si	9.5839	1.3542	28.8557	-0.0409	-0.0084	-0.1359
Si	1.3715	4.1136	28.8222	-0.0133	-0.0547	-0.0929
Si	6.8299	4.1044	28.7348	0.0083	-0.0141	0.0715
Si	4.1034	6.8184	28.8102	-0.014	0.0065	-0.0603
Si	9.5575	6.8234	28.7442	0.0014	0.0341	0.0528
Si	1.3722	9.5658	28.7307	-0.0277	0.0005	0.0683
Si	6.7806	9.5433	28.8713	0.1076	0.0314	-0.151
Si	0.0239	-0.0263	30.1641	0.0311	-0.0212	0.0112
Si	5.4278	0.0132	30.1637	-0.0522	0.0446	0.0213
Si	2.7411	2.7267	30.1536	-0.0027	-0.0036	0.003
Si	8.1913	2.7484	30.1415	-0.0205	0.02	0.0041
Si	-0.021	5.4714	30.1439	-0.0174	0.0258	0.0039
Si	5.4842	5.4553	30.1545	0.0165	-0.0081	0.0064
Si	2.7242	8.2085	30.1301	0.0004	0.0203	-0.004
Si	8.2074	8.1791	30.1629	0.0069	-0.0288	0.0188
Si	1.3784	1.3569	31.5321	0.0152	-0.014	-0.0088
Si	6.8258	1.3785	31.5004	-0.0021	-0.0014	-0.0031
Si	4.113	4.0908	31.521	-0.0037	-0.0015	-0.0073
Si	9.5601	4.1042	31.5163	-0.0056	0.0021	-0.0015
Si	1.3547	6.8467	31.4868	-0.0061	0.0034	-0.0127
Si	6.847	6.8173	31.5404	-0.0026	0.0149	0.0118
Si	4.0758	9.5717	31.5243	0.0068	-0.0185	0.0248
Si	9.5801	9.5545	31.524	-0.0084	-0.0016	-0.0086
Si	2.7367	-0.0037	0.719	-0.0221	0.0147	-0.0073
Si	8.1955	0.0082	0.6623	0.0057	0.008	-0.0505
Si	-0.0061	2.7355	0.6823	-0.0096	-0.0011	-0.0041
Si	5.4798	2.7279	0.6954	-0.0044	0.0051	-0.0183
Si	2.7317	5.4948	0.6517	0.0191	0.0011	-0.053
Si	8.2163	5.4526	0.714	-0.0053	0.0007	-0.0056
Si	0.0146	8.1887	0.6881	-0.0134	0.0051	-0.0167
Si	5.4663	8.2107	0.6911	-0.0055	-0.0012	-0.0233
Si	4.1244	1.3648	2.0711	0.0454	-0.0486	-0.0258
Si	9.5564	1.3619	2.0441	-0.0307	-0.0229	-0.0256
Si	1.3679	4.1378	2.0117	-0.0402	0.0388	-0.0313
Si	6.8424	4.085	2.0704	-0.0066	-0.0121	-0.0121
Si	4.096	6.8313	2.0515	0.0089	0.0345	-0.0247
Si	9.5812	6.8421	2.0584	-0.0037	0.0085	-0.0317
Si	1.3752	9.5447	2.0655	0.0538	-0.0338	-0.0157
Si	6.8284	9.6082	2.0466	-0.0539	0.0159	-0.0362
Si	-0.0426	-0.0486	3.3769	0.0786	0.0483	0.0584
Si	5.4879	0.0147	3.485	-0.069	-0.0097	-0.1095
Si	2.7773	2.821	3.3436	-0.0464	-0.181	0.1275
Si	8.1634	2.672	3.4492	0.0387	0.1046	-0.0741
Si	0.0379	5.4976	3.4243	-0.0442	0.0065	-0.0554
Si	5.4699	5.4639	3.4028	0.0484	0.0374	0.0301
Si	2.7712	8.2099	3.4565	-0.0442	-0.0046	-0.0925
Si	8.2014	8.2384	3.3667	0.0065	-0.0696	0.1088
Si	1.4458	1.3271	4.5765	-0.0766	0.1749	-0.0328
Si	6.8104	1.3654	4.9169	-0.0157	0.0076	-0.0026
Si	4.1552	4.0861	4.8053	0.0363	0.0477	-0.1081
Si	9.5067	4.15	4.6929	0.0261	-0.0659	-0.0531
Si	1.399	6.8558	4.8198	-0.0053	0.0448	-0.0337
Si	6.8223	6.8898	4.7173	-0.0344	0.0283	-0.0835
Si	4.1388	9.569	4.8471	0.0136	0.0206	0.0594
Si	9.5424	9.5483	4.8004	-0.0157	-0.0058	-0.1117
Si	2.7564	0.0865	6.0916	0.0149	-0.0016	-0.1563
Si	8.1473	-0.0751	6.2313	0.0506	-0.0043	0.0827
As	-0.0056	2.6826	5.9633	0.0717	-0.0373	0.2005
Si	5.4547	2.7416	6.307	-0.0262	-0.0142	0.024
Si	2.8281	5.5149	6.1332	-0.0117	-0.05	0.0648
Si	8.1475	5.5001	6.0638	0.0396	-0.0154	-0.0611
Si	0.0004	8.199	6.1644	-0.0181	-0.0135	0.0082
Si	5.5319	8.2132	6.2293	0.0251	0.004	-0.0401
Si	3.8097	1.5818	7.6006	0.152	-0.1147	0.2868
Si	9.739	1.1224	7.4348	0.2524	-0.0729	0.2645
Si	1.6456	3.8577	7.2516	-0.0806	-0.1654	0.4674
Si	6.6299	4.4269	7.4903	-0.025	-0.0285	0.3336
Si	4.4013	6.6442	7.5433	-0.0848	0.0657	0.2905
Si	9.3591	6.9602	7.4078	0.0484	0.0218	0.2865
Si	1.1148	9.937	7.3005	0.0738	-0.0976	0.1977
Si	7.1473	9.2177	7.6785	-0.0542	0.1002	0.3414
O	8.336	8.1218	7.9386	0.0191	-0.0826	-0.1277
O	2.6114	2.6938	7.8791	0.1319	0.0104	-0.0737
O	9.527	1.347	24.2576	-0.004	0.0111	0.1174
O	4.0565	6.8613	24.1244	-0.0025	0.0074	0.1041
O	0.014	0.1069	7.8919	0.0502	-0.1078	-0.0431
O	5.4925	5.5063	8.0561	0.0787	-0.0348	-0.1333
O	6.8542	9.5676	24.1912	-0.0095	0.0021	0.1155
O	1.3761	4.0591	24.1641	-0.0103	0.0005	0.1158
O	3.8419	7.4257	8.908	0.069	-0.0615	-0.222
O	0.7781	4.3682	8.5256	-0.0423	-0.0468	-0.2566
O	9.8012	6.167	8.7954	-0.0715	0.0691	-0.2056
O	2.0345	9.4064	8.5522	-0.1425	0.1601	-0.2642
O	7.494	3.9434	8.8158	-0.0777	0.0965	-0.2575
O	4.2441	0.9606	9.0809	-0.1582	0.089	-0.3672
O	6.7202	9.5649	9.2285	0.0339	-0.029	-0.391
O	9.196	1.8842	8.7735	0.0706	0.0176	-0.2712
O	7.7193	3.1528	23.5215	0.0852	-0.0712	0.2009
O	10.5048	5.8404	23.4481	0.0772	-0.092	0.215
O	5.0926	0.4299	23.4044	0.0707	-0.0957	0.2164
O	5.8654	5.0853	23.3641	-0.0763	0.0931	0.2069
O	3.1128	2.2071	23.279	-0.0909	0.071	0.2094
O	2.3053	8.7117	23.2237	0.0881	-0.0695	0.2069
O	8.6215	7.7438	23.3989	-0.0869	0.0729	0.1925
O	0.2563	10.3385	23.5961	-0.0822	0.0949	0.212
Si	4.3966	1.568	22.4733	-0.0018	-0.0098	-0.3243
Si	3.4931	7.9238	14.0403	0.0185	-0.0221	0.2567
Si	7.12	0.9553	14.6665	-0.0262	-0.017	0.23
Si	0.9528	9.3517	22.5257	-0.0197	0.024	-0.3278
Si	1.1857	4.2933	11.8708	0.0549	-0.0752	0.3924
Si	6.2706	8.961	15.324	-0.0089	0.0102	0.1492
Si	0.6849	1.3532	12.3008	0.0201	-0.0167	0.2957
Si	8.6326	4.949	20.516	0.0443	-0.0455	-0.1969
Si	0.3172	5.6936	9.3335	0.0236	0.1194	0.4761
Si	5.1083	3.1205	17.948	0.0164	0.0159	0.0332
Si	0.8883	3.7419	16.749	0.0381	0.0149	0.083
Si	10.4058	2.8418	19.2319	0.0055	-0.0167	-0.0678
Si	5.2741	1.1915	10.3528	-0.0068	0.0287	0.4418
Si	0.8924	0.1724	19.8498	-0.0341	0.0538	-0.1634
Si	6.6403	9.4637	10.8692	0.0616	-0.097	0.4394
Si	9.344	9.6736	18.3286	-0.0256	-0.0167	0.013
Si	9.3896	9.2442	12.5753	0.0262	-0.0339	0.2956
Si	6.5786	3.8426	22.5908	0.0071	-0.0144	-0.3026
Si	2.4132	8.0713	9.3818	0.0042	0.0286	0.4328
Si	10.5952	7.3633	17.0809	0.0086	-0.0185	0.0602
Si	2.5175	6.2859	16.5879	0.0029	-0.0096	0.1168
Si	10.1816	4.4876	14.1839	-0.0238	0.0448	0.2397
Si	6.1448	9.1833	18.5204	0.0092	-0.014	0.0196
Si	7.9551	2.5859	9.5805	-0.1679	0.0106	0.5459
Si	8.885	2.1375	12.4523	0.0236	-0.0759	0.4241
Si	5.3457	6.2421	18.0727	-0.01	0.0053	0.003
Si	3.9289	0.5556	19.4726	0.0192	-0.0269	-0.1649
Si	4.28	3.8423	12.0603	-0.0074	0.0815	0.3279
Si	5.546	6.6028	12.1445	-0.0186	-0.0315	0.2853
Si	8.0186	2.4996	17.2224	-0.008	0.0241	0.0642
Si	4.3626	2.4791	14.9725	0.0064	-0.0374	0.2098
Si	1.5424	1.2072	15.2639	0.0256	-0.0217	0.1844
Si	1.5708	9.398	12.0526	-0.0495	0.0518	0.3574
Si	8.0544	6.8486	13.8725	0.0046	0.0138	0.2135
Si	10.3842	9.8318	15.4915	0.0175	-0.0267	0.1795
Si	9.8134	7.0093	22.5581	-0.0121	0.0012	-0.3023
Si	8.1165	5.4798	17.4131	-0.0145	0.0115	-0.0057
O	6.0444	7.9613	11.2949	0.0292	0.1249	-0.1707
O	6.0267	9.2043	16.9026	0.0016	-0.0009	-0.0764
O	7.6854	1.3576	13.1964	0.0632	0.0514	-0.1886
O	0.8977	1.7367	13.8707	-0.0408	0.0085	-0.2076
O	9.4344	6.2508	16.8823	-0.0022	-0.001	-0.021
O	6.7629	6.2034	13.1426	-0.0694	-0.0014	-0.1278
O	5.1381	4.6576	18.6158	0.0018	-0.0122	0.0046
O	9.2342	2.1503	18.2772	0.0025	0.0015	0.0042
O	2.3737	0.0954	19.0824	-0.0089	-0.0027	0.0442
O	9.4118	10.2265	16.7681	0.0157	0.0079	-0.0602
O	2.7929	4.4353	11.7093	-0.0319	0.0112	-0.1168
O	5.0721	10.3208	19.1108	-0.0201	0.023	0.0283
O	9.4308	3.2341	13.4953	-0.0346	-0.0702	-0.1523
O	0.4623	1.7612	19.9609	0.0113	-0.011	0.0377
O	3.1567	1.3605	15.0729	0.0001	0.0097	-0.0632
O	8.1748	5.3734	19.0265	0.0077	-0.0079	0.0772
O	3.8988	6.596	17.3996	-0.016	-0.0007	-0.0296
O	4.5849	3.2795	16.3917	-0.0188	-0.0181	-0.0899
O	9.0659	5.6616	14.3132	-0.0002	0.0016	-0.0737
O	5.4625	2.7524	22.1398	0.0017	0.0108	0.0988
O	10.6888	4.1502	15.6786	-0.0386	0.0114	-0.1249
O	0.3405	3.8651	18.2825	-0.0058	-0.003	-0.0104
O	10.4332	10.5116	19.2177	0.0303	0.0073	0.036
O	9.6456	10.0231	14.0331	-0.0379	-0.0105	-0.1856
O	10.9066	8.124	22.1	0.0033	-0.0048	0.0987
O	1.1911	2.1574	16.5343	0.0001	-0.0232	-0.0578
O	9.7358	3.7436	20.4208	-0.0307	0.0369	0.0646
O	8.1436	4.0279	16.6848	0.0074	-0.0055	-0.0208
O	-0.0427	9.0959	11.9121	0.0487	-0.0038	-0.1222
O	6.5923	2.4159	18.0138	0.0016	-0.0043	-0.0121
O	5.5759	10.7227	11.1934	-0.0158	0.0564	-0.1479
O	7.7557	9.5897	18.85	0.0037	0.0027	0.0007
O	10.0344	1.0178	12.0596	-0.0197	0.0137	-0.1151
O	1.316	6.9331	9.0517	-0.0344	-0.0646	-0.1521
O	0.62	4.7661	13.3317	0.0653	-0.007	-0.1934
O	5.7131	7.6209	18.9867	0.0037	0.0027	0.005
O	5.2408	5.0862	11.5278	-0.0051	-0.0332	-0.1223
O	2.7191	6.9768	15.1255	0.0274	0.0512	-0.1275
O	0.9325	2.7245	11.4682	-0.0056	0.0462	-0.1539
O	0.8646	10.6797	15.5561	0.0042	0.0167	-0.0622
O	2.3986	8.5553	10.927	0.0451	-0.0967	-0.2986
O	4.7026	2.4352	11.2853	0.0608	-0.1451	-0.2091
O	4.2488	3.5135	13.6898	-0.0033	0.059	-0.2294
O	2.2093	4.6762	16.4991	-0.01	-0.0108	-0.0327
O	10.7096	8.2448	15.7013	-0.0065	0.0322	-0.0669
O	6.9286	10.2878	14.6708	0.0151	0.0246	-0.0704
O	2.3435	8.9448	13.4359	-0.0671	0.046	-0.1673
O	8.0331	1.5186	15.9111	-0.0147	-0.0324	-0.0991
O	4.131	6.9922	12.8646	0.0532	-0.038	-0.1459
O	4.1841	2.0085	18.7291	-0.01	-0.0171	0.0291
O	7.2958	4.4198	21.2645	-0.0696	-0.0379	0.1502
O	8.4144	2.9192	11.1038	-0.0623	0.0273	-0.4019
O	1.1842	6.8589	17.3654	0.0019	0.0032	-0.0242
O	5.6555	1.5743	14.7549	0.0079	0.0071	-0.0729
O	8.1272	9.7552	11.5938	-0.1242	0.0301	-0.1894
O	9.2159	6.2827	21.2381	0.0362	0.0723	0.1474
O	8.9596	7.713	12.8593	0.0211	0.0521	-0.1182
O	1.6577	0.1037	11.8866	0.0179	-0.0196	-0.1161
O	6.6509	6.1435	17.0686	0.0131	-0.0021	-0.0158
O	7.4029	7.799	15.0469	0.0281	-0.0384	-0.0895
O	1.2193	10.2888	21.2259	0.0035	-0.0794	0.1923
O	10.0358	8.1949	18.3594	0.0024	0.0044	-0.0047
O	3.9545	0.8499	21.0851	0.0217	0.0486	0.2066
O	0.3416	5.2888	10.8929	-0.0643	0.0828	-0.3335
O	6.6898	1.5761	9.635	0.1124	0.052	-0.1791
O	4.781	8.7	14.6922	-0.0451	-0.0177	-0.0851

Results
free energy: -139961.658 eV
free energy less fixed offsets of As -4856.12, O -568.88, Si -635.61 eV per atom: -5.818 eV

The program warned: the cutoff lies below the one the program advises for these potential files; the exchange-correlation potential is rough where the density is thin.
